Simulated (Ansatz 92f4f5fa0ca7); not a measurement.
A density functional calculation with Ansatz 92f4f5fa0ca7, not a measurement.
Periodic cell of 322 atoms, Si176O146, from a study of silicon, its oxide and their interface. The atomic structure is a simulated model.

Settings: functional r2SCAN; potential files Ansatz PAW; basis plane waves; wave-function cutoff 800 eV; density cutoff ratio 5; exchange-correlation grid ratio 1; k mesh 1 x 1 x 1, Gamma-centred; self-consistency stop 5e-08 eV per atom in the density residual; occupations Fermi-Dirac, 0.05 eV; spin none; net charge 0.

Cell vectors (angstrom)
a, 15.3871, 0, -0.0121
b, 0, 15.3871, 0.0096
c, -0.5902, -0.8756, 22.0902

Atoms and the computed forces on them: element, x, y, z (angstrom), force x, y, z (eV/angstrom)
Si, -2.4444, -1.5878, 14.7953, -0.0586, -0.0238, 0.1018
Si, -2.5845, 3.4641, 14.6745, 0.0132, 0.0205, 0.086
Si, -2.6496, 6.6195, 14.617, 0.0226, -0.017, 0.0809
Si, -2.5953, -4.0226, 14.8427, 0.0573, 0.0025, 0.1947
Si, 1.2762, -1.2387, 14.5267, -0.0024, 0.0421, 0.1617
Si, 1.3315, 3.2643, 14.7664, 0.0472, 0.0434, 0.0833
Si, 1.7972, 6.3229, 14.2256, -0.0089, -0.0999, 0.0379
Si, 1.3829, -4.3919, 14.6888, -0.016, 0.0185, 0.2
Si, 5.0376, -0.6939, 14.5527, 0.0089, -0.0074, 0.1821
Si, 4.7146, 2.4644, 14.3339, 0.007, 0.0229, -0.0526
Si, 5.2364, 6.9668, 14.7834, -0.0107, 0.0293, 0.0631
Si, 5.2562, 10.1069, 14.7953, 0.0226, -0.0575, 0.1451
Si, 8.9832, -0.4531, 14.4904, -0.0239, 0.0349, 0.1567
Si, 9.1773, 2.7214, 14.6318, -0.0755, -0.0166, 0.1217
Si, 9.0647, 7.1583, 14.869, -0.0003, -0.0367, 0.1218
Si, 7.2058, 10.5973, 15.9723, -0.0435, 0.0158, -0.0102
Si, -0.5748, -0.9257, 15.9876, -0.0369, 0.0151, -0.0361
Si, -0.6475, 3.0887, 15.966, 0.0028, -0.0142, 0.0369
Si, -0.6971, 6.9176, 15.8766, -0.0474, 0.0217, 0.063
Si, -0.609, 10.6856, 15.9307, -0.0034, 0.0077, -0.0752
Si, 3.1626, -0.9239, 15.9167, 0.0265, -0.0324, -0.0206
Si, 3.1938, 2.9104, 16.0544, -0.0703, -0.0152, 0.0686
Si, 3.2952, 6.6942, 15.9968, 0.0014, 0.0297, 0.0082
Si, 3.2969, 10.6064, 16.0087, 0.0275, -0.0067, -0.0032
Si, 7.0641, -0.8646, 15.796, 0.0234, -0.0067, -0.0225
Si, 7.2435, 3.0535, 15.8953, 0.1062, -0.0126, -0.0193
Si, 7.1463, 6.8135, 16.0974, 0.0148, 0.0243, 0.0222
Si, 9.2152, 10.2675, 14.7507, 0.0198, -0.0558, 0.1284
Si, 10.9347, -0.9128, 15.8327, 0.0206, 0.0345, 0.0377
Si, 10.9974, 3.0294, 16.0421, -0.0323, -0.0194, 0.0246
Si, 10.9808, 6.8894, 16.1295, 0.0189, -0.0156, 0.0294
Si, 11.023, 10.6657, 16.1987, 0.0689, 0.0308, 0.0164
Si, -0.0423, 1.9601, -4.8417, -0.0012, -0.006, -0.0226
Si, 0.0282, 5.8764, -4.7321, -0.0209, -0.0044, -0.0061
Si, -0.0455, 9.6386, -4.7543, 0.0329, 0.0003, -0.025
Si, 0.0153, -1.9576, -4.7196, -0.0258, 0.0089, -0.0272
Si, 3.7513, 1.8488, -4.7636, 0.0311, 0.0043, -0.0146
Si, 3.9145, 5.7013, -4.6845, 0.0053, -0.0219, 0.0287
Si, 3.7789, 9.5356, -4.7679, 0.0066, 0.0214, 0.0387
Si, 3.8662, -1.9529, -4.7963, -0.0038, -0.0151, 0.0075
Si, 7.6631, 1.9405, -4.8969, -0.015, -0.0038, 0.0231
Si, 7.7545, 5.7535, -4.6973, 0.0107, 0.0053, -0.0065
Si, 7.7649, 9.6117, -4.6641, 0.0073, 0.0066, 0.0544
Si, 7.7157, -1.8984, -4.9069, 0.0056, -0.0275, -0.0182
Si, 11.5889, 1.8953, -4.8222, -0.0177, 0.0034, -0.0035
Si, 11.5653, 5.8067, -4.6568, 0.0211, -0.0101, 0.0144
Si, 11.6478, 9.6324, -4.562, -0.0356, 0.0005, -0.0054
Si, 11.4852, -1.8559, -4.7192, -0.0745, -0.0382, -0.0255
Si, -1.9051, 1.9725, -3.3925, -0.0449, -0.0119, -0.0244
Si, -1.8802, 5.7889, -3.2851, -0.0202, -0.0099, -0.0019
Si, -1.8503, 9.5744, -3.2148, -0.0397, 0.0156, 0.0501
Si, -1.9335, -1.8895, -3.38, 0.0178, -0.0261, 0.0663
Si, 1.8383, 1.8372, -3.4263, 0.0216, 0.0562, 0.0161
Si, 1.9561, 5.7801, -3.3435, -0.0326, -0.0122, -0.0141
Si, 1.8851, 9.6197, -3.3781, 0.0279, -0.0259, 0.0117
Si, 1.9447, -2.0392, -3.4216, 0.0297, -0.0134, -0.0231
Si, 5.7509, 2.0039, -3.5172, -0.0009, 0.0562, -0.0253
Si, 5.8224, 5.7031, -3.3265, -0.0505, 0.0127, 0.0108
Si, 5.7619, 9.5315, -3.4515, 0.0387, 0.024, -0.0053
Si, 5.8119, -1.8181, -3.5308, -0.0266, -0.0222, -0.0246
Si, 9.6063, 1.8918, -3.5103, 0.0107, 0.0399, -0.052
Si, 9.6471, 5.8379, -3.326, 0.0377, -0.0013, 0.0188
Si, 9.6763, 9.6873, -3.2806, -0.0256, -0.0308, -0.0392
Si, 9.565, -1.9435, -3.4421, 0.0015, 0.0648, -0.0003
Si, -1.8831, 0.0657, -2.0525, -0.0118, 0.0202, 0.0304
Si, -1.8872, 3.8477, -1.8989, 0.0113, -0.0233, 0.0168
Si, -1.9067, 7.6315, -1.8182, 0.002, 0.0746, 0.0043
Si, -1.9223, 11.5642, -1.9781, -0.0112, -0.0602, -0.0065
Si, 1.8751, -0.1466, -2.1042, 0.0104, -0.0227, 0.0563
Si, 1.8922, 3.7646, -2.0888, 0.0249, -0.0145, 0.041
Si, 1.9637, 7.7532, -1.9733, 0.0022, -0.0324, 0.0603
Si, 1.9119, 11.5167, -1.9467, -0.001, 0.0138, -0.0019
Si, 5.7573, 0.1494, -2.1794, 0.0069, -0.0423, 0.0343
Si, 5.7683, 3.7862, -1.9368, -0.0052, 0.0338, 0.0448
Si, 5.8077, 7.6215, -2.0017, 0.0779, 0.0314, 0.0685
Si, 5.8143, 11.5675, -2.3318, -0.0331, 0.0493, 0.0586
Si, 9.608, -0.061, -2.131, -0.0577, -0.0187, -0.0271
Si, 9.6054, 3.8272, -2.1505, -0.0066, -0.0502, 0.0091
Si, 9.6728, 7.7904, -1.9483, -0.0008, -0.0617, 0.0483
Si, 9.644, 11.6224, -1.9288, 0.0001, 0.0096, 0.0229
Si, 0.01, -0.1138, -0.6519, -0.0612, -0.0185, -0.08
Si, 0.1003, 3.7613, -0.5401, 0.0002, 0.005, 0.0304
Si, 0.077, 7.6695, -0.5344, 0.0181, -0.0605, -0.0129
Si, -0.0452, -3.8085, -0.5545, -0.0082, 0.0098, 0.049
Si, 3.8242, 0.0314, -0.8165, 0.0349, -0.025, -0.0477
Si, 3.7575, 3.7269, -0.6402, -0.0186, 0.023, 0.0027
Si, 3.9153, 7.7057, -0.5752, -0.0224, 0.025, 0.0058
Si, 4.0092, -3.8354, -0.8957, 0.0168, -0.0295, -0.0087
Si, 7.6615, 0.0699, -0.8293, 0.0315, 0.0323, -0.0754
Si, 7.7754, 3.8425, -0.6429, 0.0219, 0.018, 0.0758
Si, 7.7431, 7.7179, -0.6254, -0.0111, 0.0485, -0.0124
Si, 7.588, -3.7796, -0.813, -0.0186, -0.0353, -0.0075
Si, 11.5539, -0.0304, -0.7606, 0.028, 0.0021, -0.06
Si, 11.4425, 3.8449, -0.6968, 0.0109, -0.0377, 0.0027
Si, 11.4996, 7.7179, -0.4473, -0.023, -0.0386, -0.0483
Si, -3.799, -3.7746, -0.5343, -0.0204, -0.0208, -0.0341
Si, 0.6552, 1.7176, 0.6426, 0.1052, -0.0331, -0.1161
Si, 0.8632, 5.7271, 0.5764, -0.0093, 0.0285, -0.1748
Si, -0.3831, 9.6298, 0.7375, -0.0055, -0.0062, -0.2472
Si, -0.6977, -1.9309, 0.7671, -0.0479, 0.0763, -0.1015
Si, 3.1068, 1.7799, 0.6256, -0.0104, 0.0125, -0.0556
Si, 3.2794, 5.6984, 0.5621, -0.0123, -0.0289, -0.167
Si, 3.1951, 8.6998, 4.441, 0.0109, 0.0657, -0.0739
Si, 4.5887, -1.8963, 0.2757, -0.0525, 0.0231, -0.109
Si, 8.4125, 1.8646, 0.4712, -0.0011, -0.0053, -0.179
Si, 8.3788, 5.7935, 0.6216, 0.0549, 0.0387, -0.1904
Si, 7.1127, 9.7063, 0.4978, 0.0477, -0.0649, 0.0718
Si, 6.9497, -1.8139, 0.3373, 0.0088, 0.1119, -0.0595
Si, 10.8091, 1.8546, 0.4028, 0.0073, 0.0478, -0.1294
Si, 10.8353, 5.7091, 0.6462, 0.0338, 0.0245, -0.0203
Si, -3.5838, 9.6999, 0.9195, -0.0392, 0.0054, -0.0256
Si, -3.1777, -1.8201, 0.6868, 0.0121, 0.0903, -0.0361
Si, -0.5496, 1.9748, 3.4649, 0.048, -0.0476, -0.1056
Si, -0.4779, 4.8394, 3.0581, 0.0689, 0.0058, -0.1896
Si, 0.174, 9.0081, 3.587, 0.0389, 0.0224, -0.1133
Si, 1.0565, -2.0825, 3.3889, -0.0626, 0.0462, -0.1486
Si, 4.0948, 1.2992, 2.7145, -0.0336, 0.0024, -0.1539
Si, 4.1963, 6.1818, 3.5114, -0.0387, -0.0481, -0.165
Si, 4.6957, 9.744, 0.4364, -0.0061, -0.1119, -0.2186
Si, 3.9944, -1.7908, 2.4741, 0.1378, -0.1013, -0.1766
Si, 7.0345, 2.1852, 3.1995, 0.125, -0.0722, -0.1482
Si, 7.2421, 5.3334, 3.5333, 0.0423, 0.0016, -0.1786
Si, 7.7081, 10.389, 2.6904, -0.1107, 0.0028, -0.2558
Si, 7.8731, -1.8393, 2.4531, -0.0993, -0.0526, -0.125
Si, -3.7309, 2.3116, 3.3861, -0.0719, -0.0404, -0.1235
Si, -3.393, 5.1852, 2.6386, -0.0691, -0.035, -0.219
Si, 10.7123, 10.3288, 3.0393, 0.013, -0.0861, -0.1863
Si, 10.8888, -1.8539, 2.6403, 0.0183, -0.0138, -0.0955
Si, -0.2797, 4.7911, 10.6607, 0.0345, -0.0755, 0.0605
Si, -3.655, 1.1984, 10.3567, 0.0039, -0.0205, 0.0425
Si, -2.7545, 8.057, 7.0546, 0.0008, -0.0019, -0.0301
Si, 3.5445, 2.3273, 5.5216, -0.0053, -0.0106, -0.0341
Si, 0.4447, 11.104, 5.4324, -0.0277, 0.0569, -0.0522
Si, 9.0561, 1.4523, 9.6631, -0.0066, -0.0287, 0.0379
Si, 4.816, 10.7949, 3.3219, 0.1043, 0.0032, -0.2194
Si, -3.5677, 10.6588, 5.8668, -0.0229, -0.0399, -0.1171
Si, -2.367, 6.1474, 9.248, 0.0731, -0.0369, 0.0585
Si, -1.7774, 6.8558, 4.3734, -0.0615, 0.0108, -0.0671
Si, 5.2084, -1.8494, 11.657, 0.0083, 0.0528, 0.1458
Si, 0.0685, -0.1552, 5.5556, 0.013, 0.0021, -0.0427
Si, 3.657, -1.4525, 9.1792, 0.0003, 0.0337, 0.0218
Si, 3.1853, 5.1002, 6.211, 0.0152, -0.0202, -0.0176
Si, -1.6928, -2.7013, 9.4987, -0.0467, 0, 0.0589
Si, 1.9566, 2.6271, 10.063, 0.0032, -0.0077, 0.0599
Si, 1.579, 7.0733, 11.2926, 0.0305, -0.0519, 0.1392
Si, 4.6351, 3.4234, 11.3844, -0.002, 0.003, 0.0909
Si, 10.7473, -0.2334, 8.0034, -0.0043, 0.0493, -0.0167
Si, 6.3303, -0.8031, 7.884, 0.0002, 0.0461, -0.0186
Si, -3.1839, 7.6933, 11.7005, 0.042, -0.0236, 0.1596
Si, 7.2352, 8.3486, 7.6322, -0.0007, 0.013, 0.043
Si, 9.7151, 10.2621, 7.9469, 0.0366, 0.0027, -0.0208
Si, -1.6717, 2.5245, 12.0244, 0.0268, 0.0224, 0.133
Si, -3.4878, 10.2012, 10.1271, 0.0176, 0.0541, 0.1149
Si, 5.6942, 3.7971, 6.8249, -0.0354, -0.0203, 0.0045
Si, 1.9626, 9.8007, 7.7362, 0.004, 0.0017, -0.0017
Si, 1.2911, -3.4614, 9.726, -0.0028, 0.0145, 0.0254
Si, 0.9784, 1.0942, 12.5079, 0.0059, 0.0266, 0.1022
Si, 2.6345, 7.01, 8.4366, -0.0091, -0.0306, 0.0623
Si, 4.4197, 8.737, 7.2191, 0.0187, 0.0114, -0.0402
Si, 10.6434, -0.0021, 5.0414, 0.0023, 0.0207, -0.0764
Si, 8.7206, 4.9275, 12.6067, 0.0082, 0.0035, 0.1661
Si, 8.2343, -1.0046, 11.4928, 0.0258, 0.0458, 0.1368
Si, 8.9026, -2.3789, 9.0048, -0.005, 0.0599, 0.0401
Si, 8.0905, 5.6067, 6.3121, -0.0098, 0.0068, -0.059
Si, -3.1333, -1.2683, 11.9606, 0.0587, -0.0253, 0.1406
Si, 10.9223, -3.8722, 12.5859, 0.0807, -0.0344, 0.1655
Si, -1.6837, -2.4164, 6.496, 0.0312, 0.0156, -0.0248
Si, 2.0967, 0.7829, 7.649, -0.0529, 0.0501, 0.0146
Si, 5.6569, 5.4621, 12.0348, -0.0074, 0.0055, 0.0989
Si, 1.968, 9.9831, 11.8792, -0.014, -0.0177, 0.1306
Si, 6.328, 2.1079, 9.2874, -0.0179, 0.0105, 0.0758
Si, 7.506, -0.1824, 4.9966, 0.0103, -0.0175, -0.09
Si, 5.0559, 10.5329, 11.8661, 0.0244, -0.0039, 0.1257
Si, 6.6292, 8.0318, 10.7208, -0.0094, -0.0101, 0.1076
Si, 10.474, 6.3211, 7.9391, -0.0122, 0.0073, 0.0334
Si, 9.4567, 6.921, 10.7973, -0.0054, -0.0505, 0.1093
O, 0.44, 7.0985, 14.6807, 0.03, -0.014, 0.0314
O, 6.0867, 3.2443, 14.7233, -0.0151, -0.0595, 0.0942
O, 0.0198, 1.2676, 2.118, -0.1128, -0.0283, 0.1297
O, 0.5674, 5.7071, 2.1984, -0.0054, -0.0233, 0.1528
O, 0.465, 9.6606, 2.1327, 0.0294, -0.02, 0.146
O, 1.6156, 8.5158, 4.145, -0.0159, -0.0129, 0.0268
O, -0.1905, -1.98, 2.3468, 0.0598, -0.0438, 0.1533
O, 2.3909, -1.9962, 2.5086, -0.0489, 0.0093, 0.0468
O, 5.5537, 1.9878, 2.6014, -0.035, 0.0099, 0.0261
O, 3.8038, 5.4856, 2.1097, 0.0193, 0.0302, 0.1558
O, 5.7343, 5.8221, 3.8448, -0.0108, 0.002, 0.0593
O, 4.2267, 10.2351, 1.9221, -0.0131, 0.0634, 0.1246
O, 8.0731, 1.6754, 2.0684, -0.0384, 0.0376, 0.2161
O, 7.7621, 5.9369, 2.1338, -0.1221, -0.0187, 0.1497
O, 9.1552, 9.7798, 3.184, 0.0298, -0.0131, 0.0376
O, 9.3987, -1.286, 2.275, 0.0976, 0.0243, -0.0174
O, -2.1466, 2.0856, 3.4719, 0.0493, 0.0078, 0.0398
O, 11.1966, 1.6713, 1.9769, 0.0441, -0.0186, 0.1692
O, -1.8676, 4.7247, 2.184, 0.0105, 0.0217, 0.086
O, -1.9544, 9.6635, 1.2084, -0.0278, 0.0002, 0.0574
O, -2.1633, -1.0853, 13.2413, 0.0133, 0.0032, -0.1376
O, -2.6602, 2.5678, 13.3055, -0.0044, -0.0227, -0.0498
O, -2.6786, 5.0325, 14.1979, -0.0183, -0.007, -0.0469
O, -2.7002, 7.5195, 13.2376, -0.0111, 0.0455, -0.1183
O, 11.1022, -2.2768, 12.4611, -0.0301, 0.0475, -0.0642
O, -3.116, 10.9265, 13.3336, -0.0757, -0.0298, -0.2077
O, 1.5158, 9.9888, 13.4271, 0.0073, -0.0181, -0.1502
O, 1.3352, -2.8369, 14.1399, -0.0036, -0.0079, -0.0331
O, 1.2459, -0.3887, 13.1146, -0.0092, 0.0212, -0.1147
O, 1.4928, 2.1566, 13.5969, -0.0159, -0.0774, -0.0852
O, -2.3268, -4.19, 9.5901, 0.0047, -0.0176, -0.0262
O, 2.286, 6.8072, 12.741, 0.0133, 0.0646, -0.1557
O, 1.4474, -4.0199, 11.2308, -0.0188, 0.0191, -0.0297
O, 4.8159, -1.6151, 13.2155, -0.0265, -0.0763, -0.1385
O, 5.0303, 0.8846, 14.1278, 0.0138, 0.0418, -0.0372
O, 4.2009, 2.9631, 12.8836, 0.0163, 0.0156, -0.1345
O, 5.6953, 2.3359, 10.7599, 0.0141, -0.0288, -0.0531
O, 7.2003, 4.2729, 6.5354, 0.0256, -0.0081, -0.0003
O, 5.1201, 5.9786, 13.4917, 0.0137, 0.0065, -0.1079
O, 5.3367, 10.9226, 13.4044, -0.0012, 0.0543, -0.1486
O, 5.2113, 8.5377, 14.3034, -0.0453, 0.0329, -0.048
O, 6.6447, -1.1802, 11.4524, -0.028, -0.0162, -0.0664
O, 6.1007, 9.424, 11.3427, 0.0049, 0.0167, -0.0487
O, 9.1349, 1.1464, 14.2117, 0.0406, 0.0426, -0.0612
O, 8.745, -1.1004, 13.017, 0.0034, -0.0219, -0.1223
O, 0.8901, 3.8058, 10.2169, -0.0104, 0.0234, -0.0188
O, 9.2281, 3.5243, 13.2064, 0.0129, 0.0205, -0.1093
O, 9.0954, 6.0855, 13.6642, 0.0148, -0.049, -0.1444
O, 5.2203, -3.4022, 11.1578, -0.0019, -0.0294, -0.0643
O, 0.1565, 3.4201, 3.4141, -0.0048, -0.008, 0.0483
O, -1.2933, -1.0224, 5.7617, -0.0469, -0.0225, 0.0028
O, -0.8457, 5.5365, 4.4592, 0.0086, 0.0105, 0.0662
O, -2.0624, 7.5347, 8.4334, 0.0031, 0.035, -0.003
O, 1.0289, -0.9267, 4.5103, 0.0429, 0.0081, 0.0466
O, 1.1229, -3.4555, 4.2208, 0.013, -0.0661, 0.0534
O, 3.3007, 1.9545, 3.9723, -0.022, 0.0288, 0.0881
O, 4.3046, -0.294, 3.0385, -0.0124, 0.0833, 0.1175
O, 3.2119, 5.717, 4.7102, -0.0291, -0.0199, 0.0341
O, 4.0013, 7.7827, 3.3651, 0.0091, -0.0054, 0.0323
O, 3.7654, 10.2173, 4.3912, -0.0876, -0.0365, 0.1135
O, 4.7688, -2.964, 3.3209, -0.0466, -0.0268, 0.1876
O, 7.2563, 1.3473, 4.5523, -0.0088, 0.0261, 0.0773
O, 7.2961, 3.735, 3.4744, -0.0076, 0.0314, 0.0582
O, 8.2227, 5.8374, 4.7155, 0.0249, 0.0136, 0.0702
O, -0.9631, 7.879, 3.4242, 0.0033, -0.0241, 0.0041
O, 7.9581, -3.4129, 2.7649, 0.0462, 0.012, 0.1306
O, 9.4348, 0.7101, 8.2581, -0.0068, 0.0108, -0.013
O, 10.8744, 1.5297, 4.5525, -0.018, 0.0003, 0.0696
O, 1.3248, 8.6677, 11.1882, -0.0308, 0.0459, -0.0623
O, 11.3304, 3.9063, 3.4069, 0.0046, -0.0249, 0.075
O, -3.1868, 6.4467, 3.6619, 0.0241, 0.06, 0.0933
O, 10.7522, -3.4337, 2.9907, 0.0051, 0.0589, 0.1109
O, -3.8327, 9.9759, 4.4071, 0.0645, -0.0234, 0.1528
O, 7.3942, 6.8954, 6.9704, -0.0112, 0.0018, 0.0076
O, 11.3325, -1.0099, 3.9661, 0.0188, 0.0038, 0.0737
O, 10.4086, 2.1221, 10.2316, 0.0084, 0.0348, 0.0057
O, -1.0621, 4.0058, 11.8402, -0.0048, 0.0428, -0.0256
O, 4.7122, 5.073, 6.7668, 0.0154, 0.0241, -0.0021
O, 5.1127, 2.7281, 5.7392, 0.0326, 0, -0.0297
O, 1.5359, 10.2806, 6.2634, 0.0309, -0.0242, 0.0146
O, -0.3513, -3.3427, 6.4503, 0.0108, -0.0053, 0.0182
O, 0.7666, 0.1286, 6.987, 0.0029, -0.0206, 0.0184
O, -3.819, 0.1382, 11.5754, -0.0104, 0.0155, -0.0055
O, 0.2194, 6.2022, 11.2772, -0.0198, 0.0118, -0.0299
O, 3.5828, 10.0095, 7.7987, 0.0227, -0.001, 0.0181
O, 9.0856, -0.3555, 5.2893, 0.0103, -0.0098, 0.0241
O, 6.5995, -0.5296, 6.298, -0.0176, -0.0133, 0.0261
O, 9.6473, 6.9476, 9.1905, 0.0046, 0.0078, -0.0547
O, 10.9122, 9.6965, 8.9165, -0.0243, -0.0222, -0.0174
O, 8.6152, 9.1635, 7.5112, 0.0147, 0.0172, 0.0087
O, -1.9571, 7.3718, 5.8526, 0.0244, -0.0029, 0.061
O, 10.5954, 7.7116, 11.6108, -0.0099, 0.0481, -0.0135
O, 10.3951, 10.8409, 6.5987, -0.0232, 0.0151, 0.0256
O, -1.1421, 5.1065, 9.3189, -0.0273, 0.0099, -0.0522
O, -3.6567, 5.4685, 8.5286, -0.0214, -0.0118, -0.0102
O, -2.068, -2.1186, 8.0341, -0.007, 0.0071, 0.0053
O, -2.3283, -1.8173, 10.6836, 0.0341, -0.0224, -0.0781
O, 6.2127, 0.5966, 8.7116, 0.0054, -0.016, -0.0063
O, 8.9083, -3.9476, 8.6805, -0.0168, -0.0147, 0.0101
O, 2.6453, 3.5861, 6.001, -0.0211, 0.0211, -0.0019
O, 2.3183, 5.831, 7.3614, 0.001, 0.0265, 0.0006
O, 5.6736, 6.7709, 11.0649, -0.0384, 0.0143, -0.031
O, 1.1227, 10.6458, 8.7878, -0.0142, -0.0227, -0.0113
O, 1.8133, 2.0996, 8.5418, -0.0069, -0.0303, -0.0429
O, 2.7717, -0.2345, 8.6644, 0.0166, -0.0323, 0.0202
O, 9.5314, 5.4045, 7.0141, 0.0218, -0.02, -0.0112
O, 6.7766, 8.2236, 9.1519, 0.0064, -0.0053, -0.0598
O, 8.9089, -2.1787, 10.6111, 0.0046, -0.0529, -0.0354
O, 10.2646, -1.733, 8.3888, 0.0015, -0.0424, 0.0062
O, 8.5547, 0.4069, 10.7879, 0.0021, 0.0288, -0.0179
O, 9.1209, 8.6934, 14.2827, 0.0087, 0.0015, -0.0465
O, 7.5733, -1.6878, 8.4069, -0.0072, -0.02, 0.0031
O, -2.4102, 2.1569, 10.6414, -0.0051, 0.0171, -0.0569
O, -0.1946, 1.2636, 4.8537, -0.0022, -0.015, 0.0302
O, 10.8632, 10.9224, 11.1157, -0.0429, -0.0211, -0.1162
O, -0.5972, 1.3521, 12.2906, -0.0317, -0.0242, -0.0288
O, 3.5739, 9.9165, 11.6946, -0.0231, -0.0231, -0.0601
O, 1.4573, 4.7385, 14.0723, -0.0188, 0.0691, -0.0539
O, 3.3692, 3.3376, 10.3825, -0.0006, 0.0207, -0.0229
O, 4.1539, -1.1133, 10.6824, -0.0296, 0.0147, -0.0247
O, 7.1518, -1.1281, 3.7238, -0.0007, 0.054, 0.1202
O, 11.316, -0.1892, 6.5002, 0.0157, -0.0143, 0.0225
O, 5.5989, 3.1294, 8.2843, 0.0014, 0.0229, -0.0078
O, 3.138, 1.0815, 6.4509, 0.022, -0.0279, -0.0087
O, 4.1748, 7.5271, 8.2839, -0.0095, 0.0087, 0.0251
O, 9.4585, 5.3527, 11.2328, -0.003, 0.0122, -0.0756
O, 7.8969, 2.5166, 9.3743, -0.0091, 0.0224, -0.0018
O, -2.6718, 6.4567, 10.8045, -0.0275, -0.007, -0.0196
O, 1.7199, 1.3884, 11.0996, 0.0212, -0.0315, -0.0298
O, 9.5666, -4.2239, 13.4057, 0.0002, 0.052, -0.0634
O, 8.1047, 7.6665, 11.2648, 0.0064, 0.0271, -0.0224
O, -0.489, 10.0385, 4.6539, -0.0137, -0.0045, 0.0297
O, 5.9635, 9.0759, 6.9159, 0.0093, -0.0038, 0.0068
O, -2.8473, -3.2739, 5.7534, 0.0107, -0.0056, 0.0114
O, -3.4792, 0.3506, 8.9867, 0.0077, -0.0235, -0.0192
O, 6.327, 10.2032, 3.5693, -0.0354, 0.0015, 0.1405
O, 2.6313, -2.7039, 9.2386, 0.0164, -0.0025, -0.0196
O, 3.6342, 8.1893, 5.9065, -0.0212, -0.0209, 0.0327
O, 11.0911, 7.5335, 7.0424, -0.0232, -0.0034, -0.0035
O, 2.4228, 6.5884, 9.9882, 0.0373, -0.0086, -0.0436
O, 1.6441, 8.2408, 8.0426, -0.0141, 0.007, -0.0016
O, 7.1448, 4.8749, 12.3134, 0.0284, -0.0065, -0.0683
O, -2.6752, 9.6472, 6.7793, 0.0376, 0.0101, 0.0317
O, -0.0832, -2.6225, 9.6546, 0.0154, 0.0074, 0.0005
O, 4.9442, -1.6172, 8.1816, 0.0069, -0.0248, -0.014
O, -2.7058, 9.0467, 10.9542, 0.002, 0.0199, -0.0525

Results
free energy: -195844.294 eV
free energy less fixed offsets of O -570.45, Si -639.56 eV per atom: 3.966 eV

The program warned: the cutoff lies below the one the program advises for these potential files; the forces do not sum to zero within the program's tolerance; empty levels may hold ghost states of the PAW files.
